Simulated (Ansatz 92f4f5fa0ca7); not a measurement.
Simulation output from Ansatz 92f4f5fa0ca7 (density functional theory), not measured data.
Periodic cell of 222 atoms, Si134O80N8, from a study of silicon, its oxide and their interface. The atomic structure is a simulated model.
Doubt: the cutoff is far below the 930 eV that the study's wrapper takes by default for these files, so forces and energies are approximate.

Settings
functional: PBE
potential files: Ansatz PAW
basis: plane waves
wave-function cutoff: 580 eV
density cutoff ratio: 5
exchange-correlation grid ratio: 1
k mesh: 1 x 1 x 1, Gamma-centred
self-consistency stop: 5e-08 eV per atom in the density residual
occupations: fixed
spin: none
net charge: 0

Cell vectors (angstrom)
a	10.938	0	0
b	0	10.938	0
c	0	0	31.4476

Atoms and the computed forces on them: element, x, y, z (angstrom), force x, y, z (eV/angstrom)
Si	-0.3221	-0.0677	24.2401	-0.0415	0.0157	-0.21
Si	5.5588	-0.2566	24.0386	-0.0129	-0.2232	-0.3153
Si	2.3429	2.7453	23.8035	0.0018	-0.0781	-0.1628
Si	8.613	2.3409	23.7104	0.0271	-0.3084	-0.469
Si	0.2519	5.2372	24.1433	0.1056	0.0099	-0.2239
Si	5.3457	5.6617	23.7927	-0.0089	-0.0115	-0.0605
Si	2.0565	8.6954	24.0743	-0.2579	0.1388	-0.2022
Si	7.8111	8.3454	24.0783	-0.3698	-0.1511	-0.2166
Si	1.1745	1.3809	25.3428	0.0887	0.0116	0.1578
Si	6.8184	1.4143	25.1176	-0.0887	0.3238	0.298
Si	4.1181	3.9651	25.032	-0.0254	0.0853	0.0108
Si	9.5394	3.971	25.2091	-0.0914	0.2319	0.2913
Si	1.3032	6.8851	25.4138	0.0595	-0.0194	0.0617
Si	6.6022	6.8506	25.3958	0.0377	0.0461	0.0622
Si	3.9588	9.5334	25.2967	0.1279	-0.0002	0.2714
Si	9.3694	9.394	25.4631	0.2728	0.0812	0.1209
Si	2.6857	0.0615	26.6577	-0.0896	-0.0692	-0.0654
Si	8.1129	0.0592	26.6444	0.0654	-0.0328	0.0551
Si	-0.0451	2.7958	26.7296	0.0209	-0.0981	-0.0702
Si	5.4772	2.7488	26.5759	0.0631	-0.0548	-0.0331
Si	2.8094	5.4437	26.5733	0.011	-0.0608	0.044
Si	8.1616	5.4577	26.5915	0.0144	-0.0186	-0.0381
Si	-0.0524	8.1913	26.7665	0.0513	0.0779	-0.0568
Si	5.337	8.2524	26.7401	0.0373	0.0267	-0.0599
Si	4.1018	1.3673	28.0294	0.1041	0.2808	-0.3393
Si	9.5708	1.3673	28.0294	-0.2818	-0.0838	0.0726
Si	1.3673	4.1018	28.0294	0.4112	0.489	-0.0817
Si	6.8362	4.1018	28.0294	-0.1116	0.0202	-0.3475
Si	4.1018	6.8362	28.0294	-0.3183	-0.5224	0.4404
Si	9.5708	6.8362	28.0294	-0.5077	-0.6727	0.2976
Si	1.3673	9.5708	28.0294	0.0272	0.2475	0.1572
Si	6.8362	9.5708	28.0294	-0.3974	0.3688	0.0761
Si	0	0	29.3966	0.0227	-0.0564	-0.0193
Si	5.469	0	29.3966	-0.003	-0.0925	0.0298
Si	2.7345	2.7345	29.3966	0.0808	0.0074	-0.0251
Si	8.2035	2.7345	29.3966	-0.0186	-0.0966	-0.0191
Si	0	5.469	29.3966	0.0179	0.0252	0.0284
Si	5.469	5.469	29.3966	0.0045	0.0216	-0.0145
Si	2.7345	8.2035	29.3966	-0.1397	-0.1531	0.0142
Si	8.2035	8.2035	29.3966	-0.0676	-0.141	-0.0398
Si	1.3673	1.3673	30.7639	-0.0655	0.0253	-0.0187
Si	6.8362	1.3673	30.7639	-0.0038	0.106	-0.0173
Si	4.1018	4.1018	30.7639	-0.0176	0.0175	0.0022
Si	9.5708	4.1018	30.7639	0.0312	-0.0435	-0.0269
Si	1.3673	6.8362	30.7639	-0.0699	0.0598	-0.002
Si	6.8362	6.8362	30.7639	-0.0481	0.0478	-0.0029
Si	4.1018	9.5708	30.7639	0.0059	0.0125	-0.026
Si	9.5708	9.5708	30.7639	0.0239	0.0416	-0.0303
Si	2.7345	0	0.6835	0.0501	-0.0459	0.0049
Si	8.2035	0	0.6835	-0.0252	-0.0482	-0.0144
Si	0	2.7345	0.6835	0.0571	-0.0373	0.0328
Si	5.469	2.7345	0.6835	0.0125	-0.1073	0.0348
Si	2.7345	5.469	0.6835	-0.0188	0.0261	-0.0102
Si	8.2035	5.469	0.6835	0.0462	-0.0207	-0.0213
Si	0	8.2035	0.6835	0.0215	-0.0458	0.0309
Si	5.469	8.2035	0.6835	-0.0185	-0.0031	0.0337
Si	4.1018	1.3673	2.0507	-0.0614	0.0833	-0.0056
Si	9.5708	1.3673	2.0507	-0.0591	0.0182	-0.0092
Si	1.3673	4.1018	2.0507	0.0425	0.0536	-0.028
Si	6.8362	4.1018	2.0507	0.1963	0.2237	0.0363
Si	4.1018	6.8362	2.0507	-0.0576	-0.086	-0.0513
Si	9.5708	6.8362	2.0507	-0.0789	-0.0184	0.0834
Si	1.3673	9.5708	2.0507	-0.0774	0.0626	0.067
Si	6.8362	9.5708	2.0507	0.0947	0.1064	-0.0265
Si	0	0	3.418	0.0367	-0.2273	0.2335
Si	5.469	0	3.418	0.125	-0.2713	0.1175
Si	2.7345	2.7345	3.418	0.4602	0.2375	-0.6891
Si	8.2035	2.7345	3.418	0.5523	0.1718	-0.2856
Si	0	5.469	3.418	0.2048	-0.1834	0.2277
Si	5.469	5.469	3.418	-0.0626	0.5221	-0.0591
Si	2.7345	8.2035	3.418	0.0762	-0.4155	0.42
Si	8.2035	8.2035	3.418	-0.3313	-0.0566	-0.0942
Si	1.4606	1.3664	4.716	-0.0792	-0.1098	0.0454
Si	6.8874	1.3777	4.7266	0.0261	0.0354	0.035
Si	4.1579	4.0741	4.7453	0.0719	0.0002	0.0724
Si	9.642	4.0535	4.8144	-0.0255	0.0198	0.0033
Si	1.4178	6.7473	4.8591	0.0188	0.0206	0.0341
Si	6.7446	6.9511	4.826	0.0368	-0.0332	0.0016
Si	4.1648	9.4936	4.8165	-0.0258	0.0358	-0.0053
Si	9.5886	9.4768	4.796	0.0625	0.0505	0.0845
Si	2.863	0.0308	6.0484	-0.0742	-0.0072	-0.176
Si	8.2783	0.0629	6.0639	-0.0943	-0.0917	-0.1542
Si	0.2749	2.7464	6.1755	0.0279	0.1973	-0.2031
Si	5.6097	2.7908	6.1002	-0.1774	-0.1369	-0.1622
Si	2.8985	5.3683	6.2409	-0.0552	0.0424	-0.3898
Si	8.1327	5.4819	5.9905	0.0193	-0.0105	-0.0873
Si	-0.0076	8.0693	6.237	0.0591	0.1397	-0.1309
Si	5.4652	8.3139	6.4765	0.01	-0.0347	-0.0799
Si	4.2844	1.4076	7.3838	0.1505	0.1359	0.2086
Si	10.0556	1.0746	7.247	0.1112	-0.1401	0.2596
Si	2.0193	3.6619	7.6461	-0.0498	-0.2087	0.4911
Si	6.7347	4.3397	7.4838	0.0871	0.2188	0.2721
Si	4.3602	6.4728	7.716	0.0339	0.0733	0.3283
Si	9.466	6.6022	7.4803	-0.0999	-0.1483	0.2563
Si	1.281	9.7607	7.2539	-0.1409	0.0265	0.0455
Si	6.6667	10.2118	7.5915	-0.0435	0.0686	0.1209
O	5.5744	5.3843	8.0987	0.0563	-0.0749	-0.1063
O	3.1438	2.4635	8.0719	-0.0179	0.0419	-0.1101
O	0.9759	9.9175	23.734	-0.1401	0.0227	0.0068
N	6.9665	9.767	23.3885	0.1162	0.0533	0.0416
O	1.4312	4.1261	23.7547	0.0336	-0.0122	0.0722
O	1.535	8.3123	10.6817	-0.0137	-0.0175	-0.0179
N	1.5744	4.3994	9.226	0.0665	0.0081	-0.1255
O	7.7554	9.8113	8.8112	-0.0125	-0.067	0.009
N	9.902	3.6636	10.4762	-0.0102	0.0063	-0.0146
O	7.622	3.7765	8.7763	-0.0278	0.0102	-0.0803
N	5.6161	0.5529	8.3585	0.0828	-0.0379	0.0124
N	3.3894	6.6977	9.233	-0.0032	0.0373	-0.0487
O	10.724	6.3062	10.1954	0.0296	0.0039	0.0656
O	4.4193	0.1914	22.8952	-0.0064	0.0281	0.0284
N	8.3844	5.4261	20.6558	0.0057	-0.0092	0.0249
O	4.197	6.599	23.0672	0.0007	0.0095	0.0143
O	8.3605	7.2978	22.8866	0.0347	-0.0101	0.0105
N	2.41	1.9877	22.1409	-0.0246	-0.0072	-0.0558
O	2.2195	8.185	22.5296	-0.0463	0.0863	0.1854
N	9.3259	0.7281	23.2125	-0.0376	-0.1191	0.0434
Si	5.4472	9.1891	11.0036	0.005	0.016	0.0424
Si	2.8132	8.2998	9.6637	0.0115	-0.0355	-0.0055
Si	5.7144	-0.7208	15.3401	0.0126	0.0243	0.0547
Si	2.0804	4.1604	18.3241	0.0027	-0.0127	-0.0117
Si	10.9075	-5.632	14.4262	-0.0089	0.0102	0.0485
Si	1.8472	7.3071	17.6966	-0.0168	-0.0149	0.0047
Si	16.1812	1.9311	14.1226	0.0167	0.0157	0.0205
Si	3.5626	0.7487	21.6287	-0.0487	0.0469	0.0431
Si	2.7547	5.3213	10.1743	-0.0523	0.0161	-0.0242
Si	3.5178	3.5602	15.6583	-0.0092	0.0012	0.0497
Si	7.8799	-2.2021	20.1168	0.0096	-0.0127	-0.0317
Si	8.662	2.7618	9.5549	-0.0207	0.0127	0.0568
Si	8.1149	2.8013	14.104	0.0111	-0.012	0.0324
Si	10.839	4.8237	9.5102	0.0424	0.0632	-0.0566
Si	1.027	2.586	14.3277	-0.0071	0.0064	0.0196
Si	7.9989	-0.1432	22.3761	-0.0398	-0.0291	0.0195
Si	11.6417	5.473	21.3452	-0.0117	0.0051	-0.0364
Si	7.9097	8.42	9.674	0.0315	-0.0007	-0.0543
Si	8.2857	3.6882	20.7411	-0.0156	0.0337	-0.0851
Si	5.0574	3.5066	11.5207	-0.0057	-0.023	0.0047
Si	8.6744	-1.5668	15.2123	-0.0073	-0.0089	0.0399
Si	14.2909	-1.772	19.8078	0.0333	0.0231	-0.0069
Si	0.7602	-3.9163	11.2865	0.0492	-0.0211	0.001
Si	21.2206	3.446	12.1662	-0.0237	0.0031	0.0218
Si	9.1152	-3.1225	12.4329	-0.0093	-0.0132	0.046
Si	-1.1902	-4.0025	16.7353	-0.0078	-0.0106	0.0237
Si	16.009	7.7695	13.816	-0.0015	-0.001	0.0179
Si	-0.9634	12.1012	15.987	-0.0053	0.0191	0.029
Si	6.208	1.6638	20.4623	-0.0084	-0.0092	-0.0373
Si	10.5843	2.4618	18.7932	0.0428	-0.0034	0.0083
Si	1.5884	2.7275	20.7847	0.0506	-0.0346	0.0591
Si	-1.5256	-4.6458	19.5432	-0.0344	0.0392	-0.0355
Si	5.9757	10.3932	18.4359	-0.0016	-0.0022	0.0183
Si	7.0425	5.456	13.1107	-0.0048	-0.0062	0.0359
Si	7.4899	6.4419	21.7608	0.0142	0.0108	-0.012
Si	3.2028	7.0872	21.8803	0.0562	-0.0323	-0.0795
Si	6.2013	1.059	9.9744	-0.0438	-0.0482	-0.0442
Si	13.6896	-4.4081	14.9561	-0.0324	-0.0114	0.0242
O	8.4886	-1.049	21.1131	0.0107	0.0335	0.0278
O	4.5932	9.7961	19.0029	-0.0055	-0.0139	0.0089
O	11.6534	2.6589	12.7005	0.0003	0.0075	0.01
O	6.9706	0.9784	21.7535	0.0487	0.0027	0.0507
O	3.5261	5.1236	15.2305	0.0069	-0.004	-0.0171
O	11.0645	10.8158	7.8373	0.0531	0.0005	-0.0661
O	9.597	1.9364	8.543	-0.0021	-0.041	-0.0646
O	2.6061	2.6347	14.6552	-0.0081	-0.0017	-0.021
O	10.3841	-6.0191	12.9161	0.0006	-0.0123	-0.0176
O	13.8082	-0.4989	20.7746	0.0076	0.0061	0.0165
O	-1.7421	-3.038	19.6907	0.0223	-0.0378	0.0137
O	12.204	6.2649	14.3878	0.0236	-0.0009	-0.0116
O	6.008	6.4355	13.9096	-0.0067	0.012	-0.0095
O	6.8292	1.8826	13.8167	-0.0073	-0.0023	-0.0109
O	9.0565	2.583	12.7916	-0.0148	-0.0008	0.005
O	3.9315	7.8905	20.6696	-0.016	-0.0162	0.0212
O	12.8845	5.9005	11.5028	-0.0163	0.0251	-0.0628
O	5.1655	-13.1787	15.1529	0.0085	-0.0008	-0.0094
O	7.703	4.3951	14.1862	-0.0007	-0.0052	-0.014
O	4.9859	2.8823	15.4442	-0.0072	0.0026	-0.0218
O	-2.4022	7.2893	8.6797	-0.0555	0.0915	-0.006
O	10.1575	1.4492	17.5903	0.0006	-0.0084	-0.0351
O	-0.2091	7.5189	12.4768	-0.0012	0.0145	-0.0178
O	4.6079	1.5907	20.6943	0.0102	0.0077	-0.006
O	3.5193	-3.638	13.7493	-0.0005	-0.0007	-0.0133
O	0.5332	3.8523	21.3116	-0.009	0.0003	0.0061
O	3.9669	9.2048	10.3595	-0.0061	-0.0323	-0.0086
O	-0.7767	5.173	8.0554	-0.0085	-0.0237	-0.0617
O	7.2811	-0.7873	14.9683	-0.0062	0.0025	-0.02
O	2.2913	-5.0829	21.3428	-0.0035	0.0045	0.0249
O	9.6596	-0.4131	15.7791	0.0052	0.0165	-0.0118
O	7.7447	1.5915	10.2408	0.0155	0.0022	-0.0087
O	8.9679	8.756	13.7377	-0.0055	0.0012	-0.036
O	-8.6882	8.5069	18.7603	0.0023	-0.0097	0.006
O	2.7142	7.4497	16.3088	0.0029	0.0052	0.0045
O	0.6538	1.7048	19.8746	0.0081	0.0189	0.0133
O	17.7056	3.1844	20.3442	0.0095	-0.0093	0.0245
O	17.228	4.5287	11.9593	0.0025	0.0088	-0.0166
O	11.211	-3.4696	17.2593	0.0206	0.0012	-0.0094
O	6.3648	-2.8241	10.15	0.038	-0.0089	-0.055
O	6.4285	5.4433	22.5292	0.0118	-0.0121	0.0102
O	5.338	2.3826	10.3723	-0.0128	0.0172	-0.0182
O	10.8543	16.9034	22.6845	-0.0031	0.0027	0.0779
O	4.8643	11.3016	14.441	0.0057	0	-0.0208
O	5.4531	8.6821	12.5392	0.0035	0.0123	-0.0429
O	13.9595	3.4559	17.1957	0.0096	0.0087	-0.0206
O	6.0113	-0.2159	10.994	-0.0007	0.0029	-0.0217
O	2.3096	9.1128	8.3563	0.0368	-0.0242	0.0453
O	2.1888	5.7903	18.2486	0.0047	0.0199	-0.011
O	15.4858	13.5815	12.8179	0.0044	-0.0099	-0.0027
O	0.5071	-7.231	18.1387	-0.0014	0.0062	-0.0091
O	5.6648	-0.259	16.8859	0.007	-0.0024	-0.0272
O	6.485	0.8619	19.0803	0.0097	-0.0008	0.0144
O	9.1549	5.9888	17.9483	0.0197	0.0042	0.0119
O	8.5583	3.2188	22.2951	0.0136	0.0137	0.1351
O	19.7815	2.2321	15.4506	-0.002	-0.001	-0.0169
O	7.1663	-1.6088	18.7808	-0.0112	0.0184	0.015
O	-2.1891	8.1723	16.3347	0.0118	0.0015	-0.0132
O	11.3099	3.8815	15.098	0.015	-0.0029	-0.016
O	10.9663	6.0736	19.9947	0.0107	0.0006	0.0107
O	3.9164	4.4214	10.8323	0.0113	0.001	-0.0254
O	9.8151	-4.9016	15.3699	0.0139	-0.0067	-0.0214
O	-1.6587	3.033	19.6054	-0.0249	0.0155	0.024
O	11.336	12.242	15.0883	0.0054	0.005	-0.0217
O	8.8023	-2.324	11.0296	-0.0076	0.0111	-0.0273
O	6.8522	7.6694	20.8494	-0.0123	0.0002	0.0146
O	2.602	3.5225	19.7456	-0.0113	-0.0098	0.0168
O	19.0958	-4.4628	12.4611	0.0134	0.0249	-0.0243

Results
free energy: -133763.303 eV
free energy less fixed offsets of N -385.13, O -568.88, Si -635.61 eV per atom: -0.123 eV

The program warned: the cutoff lies below the one the program advises for these potential files; the forces do not sum to zero within the program's tolerance; the exchange-correlation potential is rough where the density is thin.
